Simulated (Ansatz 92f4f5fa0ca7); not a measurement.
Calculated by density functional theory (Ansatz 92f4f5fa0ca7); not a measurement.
Periodic cell of 171 atoms, Si99O72, from a study of silicon, its oxide and their interface. The atomic structure is a simulated model.

Settings
functional: PBE
potential files: Ansatz PAW
basis: plane waves
wave-function cutoff: 700 eV
density cutoff ratio: 5
exchange-correlation grid ratio: 2
k mesh: 2 x 2 x 1, shifted by 0.5 0.5 0.5 of a step
self-consistency stop: 5e-08 eV per atom in the density residual
occupations: Fermi-Dirac, 0.05 eV
spin: none
net charge: 0

Cell vectors (angstrom)
a 11.5983 0 0
b 0 11.5983 0
c 5.3492 -1.2586 21.9007

Atoms and the computed forces on them: element, x, y, z (angstrom), force x, y, z (eV/angstrom)
Si 0.5948 6.4379 0.3659 -0.0578 -0.2362 -0.3626
Si 0.8708 11.9132 0.2308 0.3211 0.1514 -0.3283
Si 0.5187 3.3041 0.8122 0.0349 0.2844 -0.642
Si 4.1778 7.9654 0.2717 -0.2677 0.0556 -0.3312
Si 4.4657 11.0765 0.8562 0.1386 0.0095 -0.5201
Si 4.4131 14.1959 0.486 -0.0336 -0.1134 -0.2632
Si 8.1175 7.788 0.2248 0.1406 0.1174 -0.2173
Si 8.3026 10.8791 0.7129 -0.0794 -0.1095 -0.3861
Si 8.1913 13.9646 0.245 0.1426 0.0537 -0.5593
Si 2.4348 7.1548 1.7508 0.0266 0.0118 -0.0449
Si 2.4258 11.1617 1.9318 -0.1666 0.0263 -0.1397
Si 2.5519 3.1975 1.9114 0.2582 -0.0536 -0.1595
Si 6.1936 7.2419 1.5257 -0.024 0.1527 -0.0968
Si 6.4213 10.9717 2.087 0.0134 0.019 -0.1989
Si 6.3762 14.6974 1.6518 0.0039 -0.0381 -0.1024
Si 10.1336 7.1115 1.498 0.0081 -0.0272 -0.1135
Si 10.4493 11.0111 1.6159 -0.0093 0.118 -0.278
Si 10.0262 3.1367 1.7549 -0.2818 -0.0718 -0.1195
Si 2.3407 9.1007 3.1086 -0.1256 -0.0411 0.1905
Si 2.4825 12.9802 3.3515 0.0265 0.1954 0.4582
Si 2.5639 5.1964 3.1408 0.0511 0.0325 0.1163
Si 6.2863 8.9607 3.1704 -0.0355 -0.0663 0.259
Si 6.384 12.9783 3.2551 -0.0242 0.0193 0.3338
Si 6.3066 5.17 2.9119 -0.0333 -0.0212 -0.2521
Si 10.3045 9.0334 2.973 0.0394 -0.0312 -0.0936
Si 10.2162 12.8449 3.1343 0.0865 -0.0761 0.1211
Si 10.0295 5.1822 2.9947 0.0412 0.1224 -0.0301
Si 0.4791 9.0374 4.5156 0.0257 0.0553 -0.0508
Si 0.4849 12.9301 4.5782 -0.061 -0.0551 0.0053
Si 0.4703 5.151 4.3712 -0.0035 -0.0251 -0.0788
Si 4.3322 9.1112 4.4695 0.0873 -0.0126 -0.0804
Si 4.458 12.9815 4.6327 0.0278 0.0236 -0.0954
Si 4.4882 5.1344 4.4908 -0.1432 0.0224 0.0485
Si 8.3141 9.0417 4.3905 -0.1001 -0.0476 -0.0111
Si 8.3209 12.9073 4.5682 -0.0485 0.0755 0.037
Si 8.1591 5.1773 4.4273 0.1736 0.017 0.1649
Si 0.5047 7.0671 5.7757 -0.0169 0.0424 0.0196
Si 0.5631 10.9676 5.8851 -0.0959 0.0472 0.1158
Si 0.3853 3.2683 5.8945 0.1193 -0.0961 -0.0813
Si 4.41 7.1401 5.7269 -0.0532 0.0493 0.0042
Si 4.4451 11.031 5.9061 -0.1052 -0.0491 0.0742
Si 4.4321 3.2598 6.0382 0.0227 -0.0576 0.1403
Si 8.2146 7.1247 5.768 0.1764 -0.0151 -0.0497
Si 8.2282 10.9492 5.8474 0.0683 0.0237 0.0347
Si 8.3 3.258 5.9402 -0.1254 -0.0254 -0.1044
Si 2.5038 7.1414 7.0714 0.0237 -0.1319 -0.2896
Si 2.5272 10.9901 7.2801 0.0217 0.1035 -0.1428
Si 2.3084 3.1563 7.2306 -0.0214 -0.1564 -0.1425
Si 6.2764 7.2358 7.1365 -0.0263 0.1122 -0.102
Si 6.341 11.0649 7.3259 0.0673 0.2073 0.0512
Si 6.4414 3.2568 7.4202 -0.0387 -0.101 0.1645
Si 10.1487 6.9962 7.1079 -0.0461 -0.1322 -0.2398
Si 10.1804 10.9618 7.16 0.0042 0.0149 -0.3362
Si 10.158 3.2452 7.4535 0.025 -0.0648 0.1922
Si 2.6178 8.9979 8.5351 0.3923 0.0736 0.1916
Si 2.3603 12.8502 8.7685 -0.0851 -0.1519 0.2426
Si 2.3317 5.1982 8.3043 0.0304 0.1105 0.2561
Si 6.3051 9.1131 8.5908 -0.178 -0.1258 0.0964
Si 6.4542 12.8933 8.9612 -0.0836 -0.1331 0.2094
Si 6.3017 5.3778 8.5367 -0.1038 -0.0671 0.2431
Si 10.1884 8.9666 8.3211 -0.1566 0.0169 0.0777
Si 10.1896 12.6925 8.7288 -0.0654 -0.0081 0.1543
Si 10.1115 5.2838 8.7404 0.0901 0.1505 0.3263
Si 0.553 8.9489 9.5244 -0.042 -0.2264 0.6042
Si 0.4087 12.0276 10.1448 0.1218 -0.0475 0.1937
Si 0.6151 5.8036 9.7954 0.0111 0.1237 0.2372
Si 4.494 9.1566 10.1556 -0.0025 0.0455 0.1241
Si 4.3159 13.385 10.0293 -0.0031 0.5633 0.0779
Si 4.22 4.9483 9.6056 -0.0221 0.0151 0.1775
Si 8.3222 9.0174 9.7216 0.1837 -0.0798 0.3781
Si 8.5159 12.1359 10.3684 0.1735 -0.0794 -0.0028
Si 8.1033 5.8797 9.9799 -0.0031 0.1686 0.1766
Si 7.7425 8.4943 17.9464 0.0379 -0.0253 -0.3673
Si 5.8723 -1.0021 17.147 -0.043 -0.0966 -0.1563
Si 8.7038 4.8972 12.6415 0.0799 0.0079 0.5784
Si 11.6471 3.119 17.8135 0.0725 0.0224 -0.2391
Si 4.1486 6.7614 12.1048 -0.1297 -0.2665 0.3674
Si 10.2326 8.0212 16.3641 0.0156 0.0467 0.1891
Si 4.2019 -0.045 12.2797 -0.0753 -0.0236 0.5542
Si 3.3022 2.8374 15.1384 0.009 0.0124 0.1288
Si 7.5537 6.1673 19.832 0.0183 0.0533 -0.4737
Si 7.2704 3.4994 15.0528 -0.2853 0.0087 0.3177
Si 4.0151 3.352 18.1159 0.1141 -0.0644 -0.3408
Si 2.9884 7.4223 14.7042 0.042 0.0232 0.4353
Si 17.2958 0.8477 14.6445 0.0107 0.1693 0.4655
Si 10.1341 7.2216 13.5616 0.086 0.2208 0.3721
Si 10.4499 12.6579 12.7402 0.0562 -0.0431 0.3716
Si 13.0095 7.5969 17.2159 -0.1079 0.1627 -0.11
Si 13.9056 10.3144 14.4629 -0.0162 -0.1239 0.4838
Si 4.8335 5.2701 14.4104 -0.0369 -0.1072 0.3792
Si 10.7758 9.9291 14.2035 0.0401 -0.1163 0.2144
Si 7.7512 -0.691 19.384 -0.1807 -0.1081 -0.5623
Si 13.8425 12.9039 19.0454 0.1287 -0.0597 -0.4293
Si 11.6354 5.0405 12.4945 0.0954 -0.0235 0.387
Si 7.2174 3.7272 18.0602 -0.1587 -0.1009 -0.3712
Si 2.692 10.4919 17.3699 0.0611 -0.09 -0.1513
Si 9.1947 2.0192 19.5297 -0.198 0.1292 -0.5087
Si 13.4556 5.2544 19.1781 0.1023 -0.0961 -0.6625
Si 11.9458 3.0393 14.6923 0.229 -0.0219 0.3499
O 11.4314 3.3843 16.2106 0.0162 -0.0344 -0.0148
O 8.147 12.3255 -0.1265 0.1241 0.2874 0.3066
O 5.5966 3.6399 18.0155 0.0568 0.0226 0.1511
O 8.572 9.7208 18.6134 -0.0972 0.1192 0.3626
O 8.1567 9.4367 -0.1808 0.12 -0.1677 0.473
O 0.558 4.7867 -0.0027 -0.0178 0.0924 0.5707
O 4.5308 12.5595 0.0321 -0.2022 0.2755 0.3619
O 12.248 4.403 13.8562 -0.086 0.1078 -0.2864
O 4.3684 9.6223 -0.0239 -0.0678 -0.1934 0.4166
O 12.1382 4.4586 18.6094 0.0128 0.0501 0.1946
O 13.7663 11.3267 18.6645 0.001 0.0541 0.1373
O 12.7903 13.5909 18.012 0.0304 -0.0473 0.1853
O 7.9028 6.9448 -1.18 -0.0028 0.1981 0.4264
O 4.2858 1.5444 15.081 0.0235 -0.0479 -0.1296
O 2.9229 -0.4472 13.2175 0.1102 0.1043 -0.3
O 4.7302 8.1229 11.4428 -0.0573 0.2771 -0.3905
O 11.4016 7.719 17.4605 -0.0324 0.0243 -0.0953
O 13.6779 6.5398 18.2207 0.0066 -0.1346 0.2599
O 10.0495 8.8132 13.2534 0.0497 -0.0539 -0.121
O 3.6888 5.8261 10.8885 0.0577 0.0821 -0.0708
O 3.7736 4.0417 14.1312 0.0581 0.0956 -0.1366
O 0.9364 4.8753 11.1555 -0.1162 0.1825 -0.2571
O 0.4562 10.3584 10.462 0.1567 0.2684 -0.39
O 11.7122 12.6229 11.6844 0.1714 -0.1262 -0.3817
O 7.1658 7.5909 19.1521 0.0165 -0.1506 0.2853
O 5.2817 5.9746 13.0015 -0.0497 0.1057 -0.2556
O 10.8337 2.1779 13.8823 -0.2093 -0.1569 -0.3053
O 2.2256 11.1009 15.909 0.0052 -0.0173 -0.1005
O 11.4108 6.626 12.7667 0.0033 -0.0603 -0.1146
O 14.9 9.0271 14.7373 -0.0131 0.0313 -0.1885
O 8.2654 7.5011 10.4922 -0.0808 -0.2257 -0.3766
O 8.4527 10.4528 10.6317 -0.1459 0.2811 -0.2463
O 10.1777 4.3662 12.1797 -0.0504 0.0118 -0.1832
O 2.8624 7.021 13.1164 0.1162 -0.0242 -0.3078
O 7.8455 3.3868 16.5766 0.0144 0.0354 0.0773
O 10.2259 11.3511 13.7039 0.0264 0.252 -0.3299
O 7.7716 4.89 11.3056 0.0852 0.2576 -0.3287
O 6.1006 4.6324 15.1819 0.0026 0.0245 -0.1559
O 6.7933 2.0352 14.536 0.0161 -0.035 -0.1405
O 8.8996 0.432 19.5008 0.0281 -0.048 0.1529
O 4.3907 -0.9933 10.9652 0.0426 -0.3229 -0.274
O 1.69 11.5182 -1.1773 -0.1695 -0.0491 0.3538
O 17.1268 0.0299 13.2442 -0.0804 -0.0842 -0.3505
O 10.3926 6.9632 15.1506 -0.0139 -0.0204 -0.2855
O 10.2574 2.5575 18.4256 -0.1608 -0.0856 0.2551
O 3.9871 1.4275 11.6262 0.0824 -0.1383 -0.2819
O 4.3784 15.1876 -0.8646 0.0361 -0.2435 0.4454
O 8.7711 6.4502 13.1567 -0.0683 -0.1417 -0.1877
O 13.2746 7.1811 15.6461 0.0673 -0.0532 -0.1059
O 3.3513 3.4988 16.6299 0.0146 -0.0156 0.0511
O 3.6129 7.4039 -1.2107 0.1804 0.1088 0.2496
O 8.7836 7.6956 17.0047 -0.0537 0.0234 0.0632
O 4.4226 3.4345 10.1955 -0.0036 -0.3492 -0.3403
O 10.3606 9.558 15.7596 0.0411 -0.0025 -0.1117
O 7.7565 2.6864 19.1735 0.073 -0.0384 0.2565
O 13.4049 2.3013 14.7878 -0.0599 -0.0038 -0.0651
O 2.1076 9.0064 17.5502 0.0017 0.0173 0.0645
O 4.2995 10.4481 17.4111 -0.0153 0.0115 0.0852
O 0.6167 7.4285 10.2641 -0.0226 -0.0934 -0.3291
O 17.7747 -0.2187 15.761 -0.0679 0.0536 -0.0754
O 3.2393 4.3878 19.0963 -0.1011 0.0698 0.202
O 7.7114 5.1909 18.5304 0.0304 0.1629 0.3593
O 9.0746 12.8315 11.8237 -0.3225 -0.2493 -0.414
O 15.3553 13.4379 18.6794 -0.1175 -0.0092 0.1508
O 0.5814 13.5317 -0.1605 -0.0172 -0.4407 0.4281
O 8.3011 3.9779 13.9139 0.1279 0.1059 -0.3843
O 4.1894 6.4813 15.3253 -0.0378 -0.0256 -0.1918
O 12.4022 9.8458 14.0587 -0.0271 0.0114 -0.1411
O 6.5515 -0.1794 18.3789 0.1889 0.0034 0.2867
O 8.1408 14.5703 -1.3159 -0.0162 -0.0523 0.5981
O 0.9162 7.0767 -1.1293 -0.0915 0.0163 0.3228
O 6.5134 -2.5055 17.0483 0.1038 -0.0293 0.1384

Results
free energy: -103891.233 eV
free energy less fixed offsets of O -569.03, Si -635.61 eV per atom: 4.317 eV
pressure: -0.18 GPa
stress xx, yy, zz, yz, xz, xy (GPa, positive in tension): -0.61, 0.54, 0.6, -0.05, -0.08, 0.18

The program warned: the cutoff lies below the one the program advises for these potential files.
